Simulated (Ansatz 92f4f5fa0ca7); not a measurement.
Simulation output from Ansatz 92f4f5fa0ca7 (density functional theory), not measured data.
Periodic cell of 140 atoms, Si84O56, from a study of silicon, its oxide and their interface. The atomic structure is a simulated model.

Settings: functional r2SCAN; potential files Ansatz norm-conserving; basis plane waves; wave-function cutoff 1300 eV; density cutoff ratio 4; exchange-correlation grid ratio 1; k mesh 2 x 2 x 1, shifted by 0.5 0.5 0.5 of a step; self-consistency stop 5e-08 eV per atom in the density residual; occupations Fermi-Dirac, 0.05 eV; spin none; net charge 0.

Cell vectors (angstrom)
a	10.88	0	0
b	0	10.88	0
c	0	0	19.8851

Atoms and the computed forces on them: element, x, y, z (angstrom), force x, y, z (eV/angstrom)
Si	0.4282	-0.066	0.1863	0.8317	-0.7619	-0.2765
Si	2.4329	3.1656	0.1525	1.0194	0.9234	-1.907
Si	0.0283	5.3482	0.3438	0.3769	0.8163	-0.8475
Si	2.1764	8.263	0.2937	1.373	0.0191	4.5642
Si	4.975	0.1798	0.8479	0.8822	-1.8856	-1.9829
Si	7.6227	2.995	-0.2456	-0.1943	0.0313	0.3437
Si	5.6018	5.5621	-0.1494	1.3074	0.3687	-0.5858
Si	8.686	7.4118	0.1221	3.5545	2.2689	-3.8943
Si	1.3584	1.5641	1.5539	-0.2512	0.0262	0.1265
Si	4.0811	4.4539	1.4265	-0.0284	-1.866	-1.1165
Si	1.2492	6.7789	1.6963	-0.5352	-1.0851	0.3511
Si	3.779	9.4025	2.1065	1.7966	-1.5903	-2.7816
Si	6.4918	1.7636	1.5314	1.3726	-1.6287	-0.5295
Si	9.2423	4.2314	1.4441	0.7924	-2.3964	-1.2377
Si	7.0177	6.8141	1.4085	-1.3911	-2.0009	-0.1807
Si	9.6196	9.5451	1.3299	-0.9747	-0.7814	-0.3009
Si	-0.2495	2.8734	2.8267	-0.3088	-2.0389	-0.7608
Si	2.6329	0.1475	2.9662	-1.5686	0.57	1.1932
Si	-0.1532	8.1466	2.9201	0.6537	0.7232	0.8324
Si	2.4961	5.105	2.8725	0.3808	3.1935	0.4268
Si	5.3877	3.0727	2.9772	0.2088	0.6589	0.3322
Si	8.0186	0.0457	2.6409	0.7108	0.756	-1.64
Si	5.7011	8.005	2.7641	-1.6667	1.8898	1.3701
Si	8.2241	5.4679	2.9944	-1.4258	0.667	-3.2551
Si	1.0034	4.0303	4.3114	1.6565	-0.7325	-0.355
Si	3.9921	1.4749	4.1913	0.1675	1.6378	-0.3953
Si	1.4089	9.4521	4.3601	0.053	-0.7079	-1.3321
Si	4.1516	6.6104	3.9671	-0.7645	-0.3856	-0.2355
Si	7.0804	4.3232	4.379	-4.0876	-1.7782	0.1894
Si	9.3848	1.2015	4.0759	1.0302	0.9183	0.506
Si	6.9665	9.5957	4.0972	-1.8493	-0.9212	0.0664
Si	9.3164	6.7401	4.291	1.5966	3.1726	0.93
Si	0.0244	-0.0981	5.5022	-1.2069	1.2113	0.7125
Si	2.6218	2.7594	5.5525	-0.5417	0.269	0.157
Si	-0.3631	5.2819	5.563	0.7859	0.7269	1.1547
Si	2.7944	7.7912	5.4575	-0.0173	1.7587	-0.5109
Si	5.2552	-0.0602	5.205	1.8612	-0.519	1.881
Si	8.1351	2.7278	5.4764	0.4885	-2.1936	0.4258
Si	5.1602	5.2188	5.4476	1.3302	0.2096	0.7914
Si	8.0147	8.2441	5.6295	0.4724	-1.3109	-0.0692
Si	1.2436	1.4972	6.8647	0.0343	-1.7913	-0.1867
Si	3.8511	4.0533	7.0591	0.3923	-0.0401	-1.4188
Si	1.2492	6.5781	6.6744	-0.6277	0.2526	1.2801
Si	4.0834	9.3877	6.6753	-0.4037	0.364	-1.0339
Si	6.8184	1.3373	6.8463	-1.1251	0.8025	-0.5083
Si	9.331	3.8967	7.0283	0.5145	-0.5554	0.425
Si	6.7099	6.4796	6.6797	-1.3421	2.288	-0.2507
Si	9.4882	9.5381	6.9308	0.8928	-1.3221	-1.4524
Si	-0.1112	2.5612	8.3952	0.746	-0.2619	1.9451
Si	2.669	-0.1269	7.8879	-0.3681	-0.0033	1.382
Si	-0.0931	8.0298	8.1492	0.3001	-0.5385	0.575
Si	2.572	5.4642	8.2901	-1.0308	-0.4372	-0.0934
Si	5.44	2.9643	8.2471	-0.057	-1.5743	1.0707
Si	8.3219	0.0572	8.0945	-1.1549	-0.7786	2.4693
Si	5.302	7.9629	7.9294	1.8333	0.1707	0.8075
Si	7.9742	5.3693	8.14	0.4122	0.7766	1.7519
Si	1.162	4.2869	9.7854	-0.7581	0.8878	-1.2521
Si	4.347	0.9932	9.2401	0.7136	-2.3449	1.4945
Si	1.4954	9.1297	9.4529	2.2335	1.0845	-1.2192
Si	3.8811	6.9502	9.3641	-0.171	1.0825	0.7421
Si	6.3157	4.7007	9.6679	-0.9785	0.2508	-0.4161
Si	10.0979	0.4045	9.6429	0.3792	1.1526	0.4426
Si	6.5366	9.578	9.422	1.135	-0.3897	2.0682
Si	9.6064	6.484	9.5787	-1.0267	0.1572	-1.5529
Si	-1.4259	-0.4318	12.5116	-2.5097	0.6785	-3.5452
Si	0.2078	-4.9577	14.1316	2.123	-1.2056	3.0952
Si	1.7572	3.5915	12.7373	1.1199	1.2699	-0.9734
Si	9.2797	-3.362	12.411	0.7968	-0.9136	-1.11
Si	7.105	3.5391	12.3507	-0.2967	-0.449	-0.1816
Si	13.9605	9.5743	13.7163	-0.8162	-0.0263	-0.151
Si	5.1905	-0.1569	12.0131	0.3156	-2.2235	-1.5239
Si	1.1332	0.8953	13.2322	2.3885	-0.0957	2.2656
Si	6.9622	4.5268	15.0553	0.7346	-2.0368	1.9368
Si	8.5515	6.7585	15.21	-1.4823	2.6411	0.9
Si	2.0734	0.4497	15.8937	-1.184	-3.8667	-2.784
Si	5.7307	-0.723	17.7996	2.003	1.9089	-0.3112
Si	7.2256	0.9474	13.7532	-0.621	0.3733	-1.4645
Si	8.4801	-1.9165	17.3247	-3.7126	-1.3005	-3.8182
Si	8.1868	2.0643	16.5218	-1.1141	2.7298	0.3475
Si	10.4396	0.4498	17.1916	1.2987	-1.3735	1.6501
Si	3.8129	1.3066	18.119	1.3058	4.6561	3.1968
Si	4.152	-3.2365	17.8494	-2.7786	-5.6419	1.153
Si	2.9105	6.8371	15.0841	-2.4931	-1.6082	-2.3035
Si	4.5027	4.4238	13.764	0.9852	1.6291	1.8563
O	1.5052	-1.3449	-0.2315	-2.7564	3.6464	-0.9594
O	0.3773	0.8069	-1.2099	-2.4965	-0.1276	-2.0289
O	3.1089	2.9532	-1.4278	0.9347	-2.7027	0.4737
O	3.9781	0.9628	-0.1732	-1.7504	0.3134	-0.9127
O	1.1938	4.2391	-0.2252	-1.1448	0.873	0.2875
O	-0.885	6.4886	-0.6561	-0.2108	-1.0724	2.5436
O	3.1182	7.6305	-0.7202	2.528	-1.0451	-4.1934
O	4.7353	8.9722	-2.4357	-0.7156	2.3798	-0.8504
O	5.8079	-0.5675	-0.4804	0.9754	-1.0274	0.3652
O	7.9297	2.1174	-1.6547	0.2442	-0.0389	-0.9762
O	2.8233	-2.7282	-9.743	-0.7883	-0.1448	-0.9081
O	6.7608	4.3613	-0.5616	-1.5506	0.6182	-0.3265
O	5.1478	6.4805	-1.5221	1.6662	-1.6502	2.0896
O	8.235	7.9244	-1.4411	-0.6931	-0.9946	3.0793
O	2.4122	8.1176	14.176	1.8002	1.4199	-0.4186
O	-2.608	-3.5945	13.6933	0.8334	0.581	-2.4974
O	5.421	-0.3069	8.994	-2.4735	3.5095	-1.5391
O	4.2478	0.6137	10.9573	-0.4721	1.3397	-1.2143
O	8.9097	6.6504	11.0494	-0.2988	0.5617	0.6956
O	3.8685	5.9795	13.9923	0.5337	-1.2916	0.6699
O	5.2247	0.8651	17.3712	-0.6409	-1.2431	0.4567
O	9.8628	5.8953	15.2645	1.0366	-1.3306	-1.8013
O	5.1077	6.0059	10.0462	1.4862	-2.0155	0.3914
O	7.2423	3.7587	10.7443	-0.3433	1.4229	0.4744
O	8.0355	-0.4123	13.3951	1.7486	0.0103	-0.5966
O	3.3119	3.4922	13.3718	-3.8267	-1.2425	-0.5229
O	6.335	9.8167	11.2	0.3025	0.2709	-1.4733
O	10.7553	5.3816	9.5894	1.5116	-1.52	1.4943
O	12.786	4.3608	11.2693	-0.6597	-0.7039	-0.1461
O	-0.2929	0.2915	13.3554	-2.2529	-1.0853	0.8517
O	9.2899	0.4404	11.053	0.4131	-0.0889	1.4491
O	0.6468	-0.3942	16.3352	1.6781	1.7591	-1.1389
O	3.2083	-0.5061	15.1294	-0.8138	0.2743	0.3685
O	2.0015	10.4823	12.7819	1.1165	-0.2625	0.9906
O	16.2624	4.0423	15.2802	-0.1436	1.0079	-4.1851
O	2.6853	-10.1526	17.2571	-0.5168	0.0183	1.2438
O	5.5085	4.1033	12.4877	0.9317	-0.2096	1.2043
O	5.6335	0.8933	13.1557	2.4376	0.1497	1.5683
O	7.1534	5.9845	15.6724	1.4989	1.8824	-0.7034
O	15.3516	9.5261	12.8874	-1.2768	-0.0135	0.4212
O	7.7938	4.3463	13.6049	-1.2834	0.5511	0.5171
O	11.6013	-6.4444	13.612	-0.7257	0.7217	0.1168
O	1.7078	1.5451	14.7934	-1.323	-0.495	-2.4613
O	-1.2636	8.9902	11.685	-0.5312	-0.4245	3.7164
O	-0.1176	6.8534	12.8178	-0.4545	-0.1026	1.5618
O	8.9253	8.1744	15.9614	-0.493	-0.7447	0.5614
O	18.7219	2.0393	12.5804	-2.0735	0.7706	1.9963
O	1.0381	2.1866	12.3237	1.132	0.5585	0.0057
O	-1.1295	1.6285	16.2904	-0.0266	-0.3138	1.5208
O	3.4636	-4.0063	16.5469	1.2938	1.7886	1.6491
O	0.6491	-0.4177	10.0878	-0.8638	-0.3894	-0.2125
O	7.8288	3.636	16.1217	0.5062	-1.8645	0.0578
O	7.3926	1.1702	15.3713	-0.2015	0.6583	-0.3488
O	6.9721	-1.2769	16.8587	0.5426	0.9239	1.9729
O	9.3671	-0.7041	17.5783	1.9333	2.9334	1.0356
O	12.2804	6.1632	15.3602	0.2218	0.584	-2.8832

Results
free energy: -35861.312 eV
free energy less fixed offsets of O -463.61, Si -117.95 eV per atom: 8.648 eV
pressure: -1.62 GPa
stress xx, yy, zz, yz, xz, xy (GPa, positive in tension): 0.72, 0.97, 3.17, -0.62, -0.16, -2.26
